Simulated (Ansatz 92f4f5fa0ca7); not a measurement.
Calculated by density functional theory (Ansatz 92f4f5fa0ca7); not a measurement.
Periodic cell of 166 atoms, Si98O68, from a study of silicon, its oxide and their interface. The atomic structure is a simulated model.

Settings: functional r2SCAN; potential files Ansatz norm-conserving; basis plane waves; wave-function cutoff 1300 eV; density cutoff ratio 4; exchange-correlation grid ratio 1; k mesh 2 x 2 x 1, shifted by 0.5 0.5 0.5 of a step; self-consistency stop 5e-08 eV per atom in the density residual; occupations Fermi-Dirac, 0.05 eV; spin none; net charge 0.

Cell vectors (angstrom)
a  10.88  0  0
b  0  10.88  0
c  0  0  23.768

Atoms: element, x, y, z (angstrom)
Si  0.1698  -0.2844  0.0469
Si  3.4121  2.3315  0.1425
Si  -0.3365  5.584  -0.237
Si  2.5635  8.6376  0.3059
Si  5.3977  0.0381  0.7706
Si  7.7192  3.0131  0.1549
Si  5.5411  5.2433  0.5153
Si  7.5447  8.7531  0.1728
Si  1.4006  1.4169  1.237
Si  4.0926  3.962  1.7439
Si  1.2596  6.826  1.2619
Si  3.9641  9.5762  1.9295
Si  6.859  1.4868  1.7662
Si  9.5237  4.0734  1.2838
Si  6.7583  6.9384  1.576
Si  9.4533  9.5492  1.4551
Si  0.0303  2.7379  2.6976
Si  2.5649  0.1513  2.9677
Si  -0.0505  8.1295  2.7989
Si  2.6009  5.4388  2.7874
Si  5.4693  2.739  3.1217
Si  8.2497  0.0482  2.9339
Si  5.3865  8.1291  3.0428
Si  8.2506  5.4948  2.8043
Si  1.3222  4.0586  4.1823
Si  4.0561  1.3452  4.3594
Si  1.2988  9.5136  4.2329
Si  3.9959  6.7292  4.2633
Si  6.9123  4.1577  4.2801
Si  9.638  1.4089  4.232
Si  6.8335  9.5324  4.2717
Si  9.56  6.7967  4.2598
Si  0.0311  0.0079  5.6358
Si  2.6896  2.7318  5.6238
Si  0.0517  5.4304  5.6125
Si  2.7254  8.1853  5.6116
Si  5.4579  -0.0397  5.6439
Si  8.2518  2.7397  5.6192
Si  5.4672  5.4493  5.6002
Si  8.1917  8.1676  5.6213
Si  1.4358  1.3  7.0121
Si  4.1496  4.0352  6.9222
Si  1.4342  6.791  6.9818
Si  4.1231  9.4943  7.0477
Si  6.8578  1.3197  6.9496
Si  9.6175  4.0653  6.9903
Si  6.8066  6.82  6.9668
Si  9.5544  9.5298  6.9836
Si  0.127  2.6972  8.3265
Si  2.8198  -0.007  8.4486
Si  0.0659  8.1751  8.3556
Si  2.9238  5.448  8.3145
Si  5.4352  2.6118  8.3175
Si  8.1994  -0.005  8.3991
Si  5.5085  8.147  8.419
Si  8.1736  5.4174  8.2503
Si  1.6408  3.9893  9.5444
Si  4.1595  1.3059  9.9253
Si  1.4972  9.4858  9.7843
Si  4.3094  6.7181  9.8206
Si  6.8598  3.975  9.5146
Si  9.6321  1.4122  9.7022
Si  6.8593  9.4639  9.8203
Si  9.4958  6.7625  9.5962
Si  -0.1427  -0.1961  10.9484
Si  3.1803  3.086  11.1627
Si  0.2728  5.5015  10.5316
Si  2.5515  7.7158  10.9965
Si  5.8179  0.1693  11.2352
Si  7.9565  2.5073  10.9788
Si  5.6271  5.1001  11.1046
Si  8.5095  8.3194  11.1061
Si  4.7449  9.1561  16.5571
Si  17.205  -3.8512  17.5807
Si  -4.2777  4.5533  16.0973
Si  2.1892  3.7381  13.9808
Si  11.2227  10.5516  13.8333
Si  6.143  -0.5556  14.2499
Si  3.8194  14.1212  16.5325
Si  2.1601  6.7355  13.7786
Si  10.633  5.1075  13.4532
Si  8.7648  -2.1749  14.0267
Si  4.4914  2.9592  21.0532
Si  16.6612  5.8423  20.4214
Si  -0.1225  12.5928  18.6654
Si  7.7555  4.525  13.2885
Si  12.9263  9.0679  15.5016
Si  8.8734  8.4617  17.0176
Si  8.2404  6.8848  21.8275
Si  5.7319  11.7691  16.8131
Si  9.6325  10.8423  20.9188
Si  13.2313  14.4523  19.1312
Si  3.8828  -3.8943  22.1555
Si  -0.7656  18.7646  19.6743
Si  7.3565  1.8663  21.0361
Si  1.2551  5.9136  20.9631
Si  7.9084  2.6345  18.1627
Si  10.6881  10.5868  16.5361
O  7.0048  -4.9733  -2.284
O  -0.6988  0.0137  -1.3282
O  4.7228  -3.843  -3.0031
O  5.7166  1.8735  -2.6461
O  0.2628  5.146  -1.7577
O  -1.731  6.3512  -0.6964
O  9.9443  7.7775  -5.7137
O  4.6102  5.9063  -0.6577
O  6.4224  -0.9259  -0.1092
O  4.3661  0.9893  -0.1226
O  6.5302  4.1051  -0.1898
O  11.5574  9.2204  -7.4111
O  8.9698  7.0142  -3.3709
O  8.0356  2.4092  -1.3548
O  7.7906  8.3484  -1.4091
O  -3.9204  1.3155  11.504
O  -2.5636  -3.0431  12.7081
O  3.2072  9.6265  16.4603
O  2.4454  2.8529  12.6375
O  -0.214  4.7157  11.8846
O  0.5821  3.9367  14.2545
O  2.842  7.6803  12.6396
O  1.2746  6.7014  10.9997
O  2.4092  -3.3536  15.1795
O  6.0069  0.7741  15.2026
O  9.0828  5.2877  13.8581
O  8.2936  3.2832  12.3948
O  6.6763  5.3901  12.3905
O  4.4644  4.0408  11.6042
O  9.558  9.574  11.1749
O  5.4596  10.5248  12.7873
O  2.8312  5.2466  13.8213
O  4.4289  12.7088  17.0369
O  10.2437  -1.6071  13.7406
O  12.7287  -0.8843  14.1669
O  -3.1655  -0.9327  14.1322
O  0.3248  0.4455  12.4224
O  17.6244  6.1518  16.2839
O  11.4182  6.5158  13.6991
O  12.8766  4.9124  19.9444
O  7.0545  4.011  14.6547
O  8.8357  7.9191  15.4752
O  5.1073  15.2627  20.5586
O  2.8663  13.8755  15.2484
O  9.982  9.4248  20.1868
O  5.4598  10.3058  17.4408
O  17.1361  6.0954  18.8921
O  7.4286  8.212  17.7131
O  11.4987  7.1509  20.1012
O  14.2647  2.585  19.9095
O  3.6128  3.0637  22.4257
O  2.9871  3.974  17.7047
O  7.0053  1.4105  17.6399
O  11.376  0.5639  17.7104
O  3.7251  8.4056  22.9038
O  4.8849  7.7343  17.3166
O  5.3935  -1.7734  15.0556
O  10.7189  11.4299  15.1308
O  1.4202  9.5998  23.3438
O  2.3682  6.5417  21.9193
O  5.0293  15.1149  16.1916
O  9.1963  10.0707  16.9582
O  7.4932  14.8084  17.2995
O  9.4697  13.2034  17.8961
O  11.8319  13.7425  18.8502
O  10.4372  11.9991  20.1206
O  -2.8369  11.2661  20.8084
O  7.7122  2.8379  19.7626

Results
free energy: -43106.975 eV
free energy less fixed offsets of O -463.61, Si -117.95 eV per atom: -22.395 eV
pressure: -0.75 GPa
stress xx, yy, zz, yz, xz, xy (GPa, positive in tension): 0.3, -0.18, 2.13, -0.73, 1.14, -0.81

Forces (eV/angstrom), in the order of the atoms: element, x, y, z
Si  -0.0463  -0.1145  -0.6505
Si  0.4587  -0.1561  -0.8312
Si  0.154  -0.0402  -0.6886
Si  0.1556  0.1053  -0.4507
Si  0.0078  -0.0011  -0.8816
Si  -0.2899  -0.1297  -0.745
Si  0.0339  -0.0541  -0.8033
Si  -0.363  0.362  -0.3917
Si  0.1011  -0.1083  -0.0818
Si  -0.019  -0.0301  -0.1889
Si  0.1054  0.0508  -0.2244
Si  -0.0722  -0.2308  -0.276
Si  -0.0245  0.1292  -0.2636
Si  -0.1188  0.055  0.1342
Si  0.0831  -0.0665  -0.2559
Si  -0.0936  -0.0395  -0.2
Si  -0.0734  -0.0253  -0.1624
Si  0.0581  0.1524  0.1546
Si  0.0104  0.0111  -0.0386
Si  -0.044  0.1113  -0.0618
Si  0.1216  0.0175  0.3798
Si  0.062  -0.0467  0.2357
Si  0.0203  -0.1155  0.0947
Si  -0.1049  0.0706  -0.1681
Si  0.0051  0.0815  0.0018
Si  -0.0799  0.0937  -0.0422
Si  -0.0509  0.067  -0.0839
Si  0.1191  0.0186  0.0463
Si  -0.0592  0.0406  -0.0227
Si  -0.084  -0.0933  -0.0387
Si  0.0139  -0.0275  -0.0821
Si  0.0422  -0.0462  -0.0349
Si  -0.025  -0.0973  -0.0044
Si  0.1203  0.1047  0.0196
Si  0.0029  0.0121  -0.0435
Si  -0.0456  -0.0019  0.0235
Si  0.0027  -0.0154  0.1189
Si  -0.0333  -0.0416  -0.0233
Si  0.0244  -0.0568  -0.0213
Si  0.0477  -0.0131  -0.0084
Si  -0.008  -0.0345  -0.0592
Si  -0.0154  0.007  0.1641
Si  0.0181  0.0503  0.2429
Si  0.093  -0.0508  -0.0749
Si  -0.0373  -0.0126  0.178
Si  0.0465  0.1047  -0.0398
Si  -0.0749  -0.0092  -0.0587
Si  0.0109  0.0595  0.2907
Si  -0.042  -0.0607  -0.0297
Si  -0.0587  0.1172  0.0755
Si  -0.0175  -0.0038  -0.2849
Si  0.1688  0.1703  -0.4245
Si  -0.1687  -0.0727  -0.1098
Si  0.1068  -0.0361  -0.1379
Si  0.0387  0.0557  0.0034
Si  0.0044  -0.0225  -0.0694
Si  0.1185  -0.1742  0.1321
Si  0.1267  0.0332  -0.008
Si  -0.0762  -0.1142  0.0141
Si  0.0609  -0.1847  0.2753
Si  0.1751  0.0196  0.2619
Si  -0.2943  0.0711  0.167
Si  -0.0095  0.0531  0.1619
Si  -0.1582  0.2103  0.0336
Si  0.0091  0.1572  0.5515
Si  -0.2422  0.1076  0.8377
Si  0.1297  -0.0528  0.8707
Si  -0.208  -0.1982  0.8852
Si  0.0952  -0.0342  0.7435
Si  0.2341  -0.0077  0.5314
Si  0.063  -0.0543  0.3572
Si  0.2625  -0.1121  0.5653
Si  -0.2569  -0.1356  0.3889
Si  -0.0635  0.1474  -0.0781
Si  -0.1028  0.1456  0.2407
Si  0.0597  0.0056  0.4976
Si  0.122  0.127  0.4927
Si  -0.057  -0.0271  0.4505
Si  -0.0195  0.0545  0.1746
Si  0.035  -0.0392  0.6316
Si  0.0379  -0.0243  0.3114
Si  -0.122  -0.0877  0.4683
Si  -0.0896  -0.1195  -0.5023
Si  0.0774  -0.1118  -0.5217
Si  0.1218  0.0684  -0.2671
Si  -0.0692  -0.1557  0.3823
Si  0.147  -0.0146  0.4946
Si  -0.0694  0.0831  0.2676
Si  0.0686  0.001  -0.5446
Si  -0.0873  0.0532  0.355
Si  -0.0352  0.0647  -0.5688
Si  -0.0458  -0.1295  -0.3176
Si  0.2662  0.0175  -0.219
Si  0.1825  -0.0241  -0.4193
Si  -0.1091  -0.0876  -0.3275
Si  0.2147  0.1216  -0.6708
Si  0.1366  0.0199  -0.22
Si  -0.032  0.1563  0.46
O  0.1025  0.1859  0.1452
O  0.2826  -0.108  0.5298
O  -0.1183  -0.2194  0.5372
O  0.11  0.1655  0.2021
O  -0.2638  0.268  0.9053
O  0.2975  -0.1071  -0.0377
O  -0.234  0.1452  0.235
O  0.0589  0.0545  0.1279
O  0.2407  -0.34  0.6106
O  -0.1057  0.2875  0.5319
O  0.0622  0.2658  0.6206
O  0.0228  0.1689  -0.3118
O  -0.1204  0.0237  0.4619
O  -0.0881  0.2061  0.542
O  0.0916  -0.2409  0.3026
O  -0.1186  -0.0421  -0.3144
O  0.1143  0.3694  -0.7159
O  0.1062  -0.1612  -0.3139
O  0.234  0.1304  -0.5885
O  0.0671  0.2138  -0.1873
O  0.0817  0.2937  -0.4383
O  -0.0792  0.0543  -0.6455
O  0.0715  -0.0896  -0.2223
O  -0.1486  0.0815  -0.4806
O  0.0187  -0.334  -0.1467
O  -0.0419  -0.0522  -0.3149
O  -0.1674  -0.0982  -0.4383
O  -0.4299  -0.1331  -0.4618
O  -0.2009  0.0368  -0.3733
O  0.1055  0.0165  0.0959
O  0.1768  0.2104  -0.7867
O  -0.255  0.0664  -0.1996
O  0.1609  0.0804  -0.1576
O  -0.0396  -0.022  0.0472
O  -0.3163  -0.0887  0.0044
O  -0.0222  -0.1297  -0.186
O  -0.2216  -0.3525  -0.6501
O  -0.0619  -0.1631  0.0832
O  0.1174  -0.1984  -0.2354
O  -0.1353  0.1564  0.3661
O  0.0892  0.1614  -0.4421
O  0.0304  0.3209  -0.4604
O  -0.0434  0.0886  0.2969
O  -0.0423  0.1832  -0.3069
O  -0.1133  0.0414  0.2664
O  -0.0341  0.0754  -0.4673
O  -0.0607  -0.025  0.3929
O  0.0814  -0.1445  -0.2026
O  -0.085  -0.2686  0.3838
O  0.0965  0.2354  0.2872
O  -0.0983  -0.1664  0.552
O  0.0374  -0.2164  0.0577
O  -0.0514  0.1882  -0.0964
O  -0.3165  -0.0001  -0.089
O  -0.2616  -0.1735  0.2688
O  0.3046  0.1521  -0.1835
O  0.084  0.2522  -0.0975
O  0.135  -0.4587  -0.2693
O  -0.1686  -0.0378  0.709
O  0.0928  -0.0311  0.0832
O  0.1654  -0.1377  -0.0026
O  0.2536  -0.1564  -0.1729
O  -0.1557  -0.1373  -0.0928
O  -0.086  -0.1285  0.2712
O  0.0401  0.004  0.1185
O  -0.1838  -0.1265  0.1105
O  0.1662  0.1276  0.2411
O  -0.0224  -0.2386  0.2589
